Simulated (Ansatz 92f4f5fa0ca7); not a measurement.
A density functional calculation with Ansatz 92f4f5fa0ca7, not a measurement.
Periodic cell of 226 atoms, Si132O92As2, from a study of silicon, its oxide and their interface. The atomic structure is a simulated model.
This geometry differs little from another in the collection (a relaxation step or a small displacement).

Settings
functional: PBE
potential files: Ansatz PAW
basis: plane waves
wave-function cutoff: 700 eV
density cutoff ratio: 5
exchange-correlation grid ratio: 1
k mesh: 2 x 2 x 1, shifted by 0.5 0.5 0.5 of a step
self-consistency stop: 5e-08 eV per atom in the density residual
occupations: fixed
spin: none
net charge: 0

Cell vectors (angstrom)
a  10.938  0  0
b  0  10.938  0
c  0  0  31.9494

Atoms and the computed forces on them: element, x, y, z (angstrom), force x, y, z (eV/angstrom)
Si  10.6157  0.0165  24.4232  -0.0053  0.0036  -0.0259
Si  5.0643  0.1382  24.6649  -0.0241  -0.0128  -0.017
Si  2.8114  2.3066  24.5313  0.0074  -0.0086  -0.025
Si  8.557  2.4503  24.5627  0.0165  0.0097  -0.0132
Si  10.6947  5.602  24.3351  -0.0156  -0.0134  -0.0254
Si  5.147  5.6283  24.4525  0.0009  -0.0024  -0.0251
Si  2.9772  7.9671  24.4054  0.0197  0.0106  -0.0275
Si  8.4041  7.8449  24.4145  0.0057  0.0029  -0.0343
Si  1.2848  1.1441  25.8427  -0.0183  -0.0057  -0.0131
Si  6.8063  1.3377  25.7414  0.0044  -0.0115  0.0032
Si  3.9783  4.0215  25.7336  0.011  -0.0047  -0.0106
Si  9.6762  4.0368  25.8499  0.0128  0.0191  -0.0058
Si  1.3304  6.8024  25.6686  0.0047  -0.0109  0.0228
Si  6.7962  6.733  25.753  0.0076  0.0208  0.0173
Si  3.9916  9.4794  25.9561  -0.0338  -0.0009  -0.0222
Si  9.4729  9.4522  25.8017  0.0131  0.0034  0.0017
Si  2.6274  -0.1241  27.2907  -0.0014  0.0167  0.0048
Si  8.1308  -0.0586  27.1483  0.0044  -0.001  -0.0061
Si  0.0672  2.668  27.2077  -0.0072  0.0021  -0.001
Si  5.4434  2.7285  27.1151  0.0052  -0.0008  -0.0044
Si  2.6593  5.424  27.1116  0.0013  -0.0003  0.0026
Si  8.182  5.3774  27.138  0.0021  0.0213  -0.01
Si  0.0011  8.1569  27.1284  0.0169  -0.0021  -0.0072
Si  5.5029  8.1522  27.1797  0.0073  -0.0137  -0.0105
Si  4.0808  1.3324  28.5015  0.0054  0.0148  -0.0234
Si  9.5374  1.3309  28.5039  -0.011  -0.0077  -0.0149
Si  1.3822  4.0704  28.5659  0.0009  -0.0005  -0.0212
Si  6.8045  4.0635  28.5295  -0.0074  -0.0077  -0.0144
Si  4.0802  6.7838  28.4885  -0.0135  -0.0096  -0.0084
Si  9.552  6.7874  28.4858  0.0023  -0.0018  0
Si  1.2865  9.4817  28.6215  -0.011  -0.0139  -0.0163
Si  6.8209  9.5372  28.5656  -0.0084  0.0019  -0.0152
Si  -0.0326  -0.0017  29.9133  0.0035  0.017  0.0046
Si  5.4601  -0.0026  29.8974  -0.0042  0.0034  0.0026
Si  2.7619  2.717  29.9053  0.0056  -0.0052  0.0008
Si  8.1965  2.721  29.8885  0.0102  -0.0097  0.0054
Si  -0.0059  5.4581  29.8915  -0.0044  0.012  -0.0015
Si  5.4596  5.4581  29.8898  -0.0022  0.0115  0.005
Si  2.7488  8.165  29.9052  0.0119  -0.0162  -0.0047
Si  8.2234  8.1808  29.89  0.0033  -0.0159  0.0111
Si  1.3673  1.3673  31.2657  0.0023  -0.0048  -0.0752
Si  6.8362  1.3673  31.2657  0.0288  -0.0178  -0.0023
Si  4.1018  4.1018  31.2657  0.0675  -0.0612  0.078
Si  9.5708  4.1018  31.2657  -0.0924  -0.1084  -0.0581
Si  1.3673  6.8362  31.2657  0.014  -0.1605  0.0497
Si  6.8362  6.8362  31.2657  0.0553  0.0127  -0.1275
Si  4.1018  9.5708  31.2657  -0.0286  -0.0454  -0.0142
Si  9.5708  9.5708  31.2657  -0.1671  -0.1272  0.1431
Si  2.7345  0  0.6835  0.0126  0.0504  0.0468
Si  8.2035  0  0.6835  -0.0342  0.0712  -0.0083
Si  0  2.7345  0.6835  -0.0102  -0.073  -0.0419
Si  5.469  2.7345  0.6835  -0.0247  0.1112  0.1096
Si  2.7345  5.469  0.6835  -0.0308  -0.0565  -0.1463
Si  8.2035  5.469  0.6835  -0.012  0.1225  -0.0008
Si  0  8.2035  0.6835  0.0086  0.1507  0.0752
Si  5.469  8.2035  0.6835  0.1824  0.1829  -0.011
Si  4.0991  1.3777  2.0667  0.0062  -0.0096  -0.0065
Si  9.59  1.3516  2.0619  0.0086  -0.0184  -0.0051
Si  1.3641  4.1083  2.0317  -0.0085  -0.0065  -0.0063
Si  6.8323  4.1293  2.0481  -0.0045  0.0067  -0.0041
Si  4.1139  6.8348  2.0216  0.0232  -0.0111  -0.0058
Si  9.5785  6.8438  2.0619  -0.0074  0.0059  -0.0013
Si  1.3673  9.5924  2.0582  -0.0324  0.0387  -0.005
Si  6.8247  9.6196  2.0616  0.0092  0.0067  -0.0027
Si  0.0459  0.0339  3.493  -0.0054  -0.0113  -0.0341
Si  5.4779  0.0554  3.4723  0.0366  0.0314  0.009
Si  2.7147  2.767  3.4092  -0.0226  -0.0058  0.0146
Si  8.249  2.7901  3.3667  -0.0324  -0.0261  -0.0047
Si  0.0539  5.4913  3.408  0.0306  0.0251  -0.0009
Si  5.4816  5.5271  3.426  0.0096  0.0267  0.0102
Si  2.7667  8.2127  3.3479  -0.0204  -0.0329  0.0187
Si  8.2497  8.2918  3.4021  0.0149  0.018  0.0002
Si  1.3526  1.4868  4.8712  -0.0082  0.02  -0.006
Si  6.884  1.515  4.7795  0.0498  -0.0432  -0.0188
Si  4.0297  4.1901  4.7442  0.01  -0.0056  -0.0096
Si  9.5948  4.1408  4.767  0.0123  -0.0252  -0.0036
As  1.2533  7.0718  4.8165  -0.0231  0.0362  -0.0667
Si  6.8215  7.0165  4.7343  -0.0363  0.0009  -0.0024
Si  4.0538  9.5847  4.7751  -0.0048  0.0021  -0.0088
Si  9.5573  9.6615  4.8608  0.0518  -0.0495  -0.0544
Si  2.713  0.0279  6.1444  0.0143  0.0235  0.0307
Si  8.2922  0.1765  6.1745  -0.0973  0.0578  -0.0351
Si  -0.015  2.8861  6.3011  0.0252  0.0136  -0.02
Si  5.4556  2.8792  6.0632  0.0311  -0.0082  0.0214
Si  2.7167  5.6547  6.0686  -0.0064  0.0052  0.0388
Si  8.2341  5.6312  5.9654  -0.024  0.0407  0.0432
As  -0.6735  8.8689  7.0308  -0.028  -0.1141  0.1419
Si  5.4789  8.3591  6.1972  0.0082  -0.035  0.0031
Si  4.3755  1.2148  7.3233  -0.0091  -0.0243  0.0382
Si  9.8199  1.2791  7.6696  -0.0086  -0.0238  0.0711
Si  1.156  4.5996  7.4805  -0.0067  0.0033  0.0268
Si  6.5814  4.5872  7.2385  -0.0019  0.0222  0.0397
Si  4.2734  6.7845  7.4936  0.0011  -0.008  0.0264
Si  9.6237  6.6326  7.597  0.0347  0.0935  0.0094
Si  1.2397  10.1327  7.8387  -0.0069  -0.0127  -0.0019
Si  6.6776  9.9953  7.4408  0.0449  0.0176  0.0498
O  9.5732  1.2525  23.9829  0.0038  -0.0078  -0.03
O  4.0953  6.8173  23.9446  -0.0118  0.0111  -0.0258
O  4.0011  1.2526  24.029  -0.0043  -0.0014  -0.0289
O  9.5262  6.7174  23.8945  0.0048  0  -0.022
O  -0.0245  5.6681  8.0162  -0.0055  -0.0625  0.0203
O  5.5259  0.1688  7.9125  -0.0098  -0.0005  0.0305
O  0.2389  0.4716  8.2747  -0.0176  0.0232  0.0391
O  5.4647  5.6694  7.8373  -0.0075  -0.0139  0.0346
O  7.5086  4.0177  8.4566  -0.0156  -0.0034  0.0016
O  8.5998  6.9491  8.8829  0.0062  0.0065  0.0131
O  2.1369  9.5649  9.1278  0.0056  -0.0146  0.0028
O  8.8433  1.7644  8.9415  0.0233  0.0255  -0.0082
O  7.4157  9.4  8.7859  -0.0295  0.0078  -0.0064
O  3.5663  1.877  8.5893  0.0098  0.0196  0.0057
O  3.5204  7.317  8.891  0.0233  0.0112  -0.0107
O  2.0653  4.0991  8.7757  -0.0078  -0.014  -0.0046
O  8.1248  3.5006  23.357  -0.0273  -0.0286  -0.0193
O  0.4321  4.9442  22.9523  -0.0167  -0.0054  0.0154
O  1.8862  2.7553  23.246  0.0111  0.0165  -0.004
O  5.8177  4.9233  23.1183  0.0074  0.0039  0.0041
O  5.5069  9.9976  23.5064  0.033  0.029  -0.0156
O  2.4313  8.703  23.0211  -0.0095  -0.018  0.0125
O  0.1778  10.0822  23.0906  0.0167  0.0172  0.0068
O  7.7654  8.5813  23.0708  -0.0069  -0.0105  0.0093
Si  8.6258  7.7173  18.4412  0.0004  -0.0015  -0.0037
Si  8.7419  6.4  13.6636  -0.0052  0.0036  0.0134
Si  3.7462  1.5748  14.7348  -0.0042  -0.0028  0.0024
Si  2.1024  5.7645  17.6405  0.0033  0.0023  -0.0086
Si  2.3842  3.1555  19.4909  0.0068  0.0067  0.004
Si  9.7636  9.0608  12.0836  0.0024  -0.0053  -0.0153
Si  1.3147  9.4336  22.0805  -0.0025  0.0055  -0.0019
Si  9.133  1.0021  13.1969  0.0021  -0.0029  -0.002
Si  1.3632  5.0899  13.0442  -0.0002  0.0005  0.0007
Si  1.7428  8.2771  12.814  0.0004  0.0025  0.0013
Si  6.6277  9.5607  22.4256  -0.0087  0.0145  0.0078
Si  4.4888  4.62  15.7304  0.0005  0.0037  -0.0009
Si  8.1487  3.0956  9.6064  0.0077  -0.004  0.0049
Si  0.8081  8.2605  19.2702  -0.0043  -0.0033  0
Si  6.9241  1.3599  21.0936  -0.0029  -0.0004  0.0079
Si  8.1225  8.2796  9.7307  0.0205  0.003  -0.0314
Si  10.8436  5.2366  15.627  -0.0007  0.004  0.0005
Si  7.5373  9.5324  16.3268  0.0009  -0.005  -0.0042
Si  9.9064  2.0669  20.3061  -0.0028  0.0006  0.001
Si  3.1767  8.5543  9.9351  -0.005  0.0061  0.0012
Si  6.6645  3.358  17.4157  0  -0.002  -0.0029
Si  1.1407  0.2207  19.8056  -0.0047  -0.0036  0.0062
Si  3.184  2.8678  12.2992  -0.0039  -0.0038  0.0026
Si  7.1887  5.4081  19.6846  0.0033  -0.0022  0.0043
Si  5.6884  8.6946  11.6038  0.0049  -0.0001  -0.0021
Si  5.7345  6.1179  13.2359  -0.0008  0.0046  0.0033
Si  4.5962  9.722  17.6257  -0.0083  -0.0011  0.0057
Si  1.0009  3.6068  22.1781  0.0068  -0.0064  0.0043
Si  4.8663  1.4965  18.8049  0.0018  -0.0011  0.001
Si  3.1642  3.148  9.5064  -0.0008  -0.0048  0.0041
Si  6.4123  10.8653  13.808  0.0002  -0.0015  -0.0035
Si  10.3139  0.1503  15.9721  0.0062  0.0082  -0.0034
Si  5.6151  3.7177  11.1732  0.0021  -0.0014  0.0031
Si  9.7896  3.9465  11.9189  0.0026  0.0016  -0.0093
Si  2.3011  9.9496  15.5416  0.0037  -0.0031  -0.0058
Si  6.0407  8.1344  19.7996  -0.0078  0.0017  0.0059
Si  6.9188  3.9843  22.3745  0.0003  -0.0097  0.0058
Si  9.724  2.8009  17.3777  0.0014  -0.0002  0.0003
O  7.15  6.4266  13.9992  -0.0091  -0.0069  -0.0198
O  1.8488  7.0709  18.6922  -0.0144  0.007  0.0078
O  10.2482  4.0747  16.5553  0.0068  -0.0015  0.0006
O  6.1309  9.9797  17.0636  0.0001  -0.0041  0.0033
O  10.1073  0.7401  14.4698  -0.0162  -0.0079  0.0076
O  8.4103  6.1332  18.8502  -0.0281  0.0185  0.0107
O  5.1327  0.7338  14.4465  -0.0051  -0.0059  -0.0052
O  5.6896  2.0632  17.5255  0.0012  0.008  0.0283
O  8.3215  1.9506  20.5553  -0.0019  -0.0051  0.0062
O  1.9512  4.3108  18.4062  -0.0036  0.0006  0.0116
O  6.9223  2.861  10.6771  -0.0046  0.0207  -0.0022
O  4.8191  2.7642  12.2287  -0.011  0.0267  -0.0256
O  5.9953  4.4033  16.356  -0.019  -0.0164  0.0096
O  4.533  3.9761  9.9418  -0.0125  -0.0302  0.0152
O  10.6678  2.7793  21.5643  0.009  0.0015  -0.0153
O  9.6744  6.1979  15.0027  0.0067  -0.0199  -0.0168
O  5.9759  6.4981  19.8404  0.0316  0.0072  -0.0062
O  4.0456  0.1853  18.2872  0.024  -0.0215  -0.0071
O  9.2174  10.5877  12.2774  0.0092  0.01  0.0204
O  2.8002  4.4047  12.7274  -0.0113  -0.0229  0
O  1.8933  10.7148  21.2093  -0.031  -0.0196  -0.0118
O  3.963  2.738  19.3808  0.0051  -0.0055  -0.0084
O  0.6881  10.068  15.9615  -0.011  0.0013  -0.0053
O  1.246  9.8151  18.8381  -0.0004  -0.0068  0.0258
O  1.6824  1.6759  19.2734  -0.0032  0.0044  -0.0024
O  8.9057  10.4275  16.5091  0.001  0.0022  -0.0194
O  4.8368  8.5943  18.7906  0.0081  0.0111  0.0054
O  9.4844  8.7655  10.4989  -0.0176  -0.0091  0.0268
O  6.7161  4.0965  18.8638  0.0048  0.0026  -0.0162
O  2.7988  1.76  13.4022  0.0142  0.0213  -0.0075
O  5.7971  8.7814  21.2661  0.0213  -0.0034  -0.0109
O  2.4976  2.525  10.8653  0.0327  0.0277  0.0067
O  7.5962  4.8649  21.1709  -0.0196  -0.0004  -0.0007
O  5.1289  7.528  12.6299  0.0305  -0.0098  -0.0019
O  0.3934  9.0996  12.4626  -0.0025  -0.0162  0.0046
O  7.5429  1.0998  13.5828  0.0079  -0.0226  0.0082
O  7.0763  9.6793  14.7569  0.0084  0.0233  -0.006
O  8.9336  5.0664  12.736  0.022  -0.0054  0.0001
O  8.0654  8.0684  16.9135  -0.0046  0.0041  0.0167
O  6.1924  2.5871  21.9034  0.0197  0.0077  -0.0101
O  2.4066  9.0988  14.1028  -0.0144  -0.0017  0.0101
O  0.3749  4.5304  11.8716  0.0002  0.0012  0.0187
O  0.7861  8.3318  20.9414  0.0176  0.0229  -0.0092
O  9.3255  3.9179  10.3633  -0.0223  -0.0214  0.0189
O  9.6113  2.4221  12.5235  -0.0207  0.0042  -0.0051
O  7.5853  8.5773  19.3943  -0.0026  -0.0285  -0.0088
O  2.5108  8.1494  11.3719  -0.0104  0.0039  -0.0135
O  3.9247  3.086  15.3937  0.0014  0.0054  -0.0164
O  0.7688  4.5123  14.4483  -0.0038  0.0247  -0.0017
O  10.0235  3.0119  18.97  -0.0029  -0.0127  -0.0077
O  9.1177  7.8438  12.9822  -0.0009  -0.0088  -0.0096
O  10.4881  0.5464  20.0837  0.0114  0.0177  0.0039
O  5.9759  5.104  11.9559  -0.0106  -0.0049  0.0091
O  8.1246  2.758  17.0224  0.0005  0.0092  0.0202
O  3.5072  5.502  16.7553  0.0001  -0.0076  -0.0127
O  4.6246  9.1525  10.4292  0.0162  -0.0172  0.002
O  1.4603  6.71  13.2096  0.0036  -0.0019  -0.0035
O  4.7179  5.5136  14.372  0.0134  -0.0052  0.0012
O  2.0217  3.8645  20.9229  -0.0105  -0.0162  -0.0059
O  10.5262  1.4428  16.9486  -0.0108  0.0074  -0.0047
O  0.9208  6.0959  16.5602  0.0033  -0.0236  -0.01
O  7.3104  10.9588  21.9338  -0.0136  -0.0121  -0.0117
O  5.8995  0.9253  19.9218  0.0026  0.0174  -0.0038
O  6.0158  10.0707  12.4311  -0.0023  -0.0099  0.0125
O  2.7998  0.5727  15.5944  0.0092  0.0026  -0.0001
O  6.9936  7.9931  10.8869  -0.0113  0.0156  -0.0012
O  10.2108  8.0319  18.6976  0.0101  -0.0008  0.0104
O  3.4089  9.2248  16.5716  0.0064  0.0139  0.0038

Results
free energy: -145967.166 eV
free energy less fixed offsets of As -4857.07, O -569.03, Si -635.61 eV per atom: -1.746 eV

The program warned: the cutoff lies below the one the program advises for these potential files; the exchange-correlation potential is rough where the density is thin.
